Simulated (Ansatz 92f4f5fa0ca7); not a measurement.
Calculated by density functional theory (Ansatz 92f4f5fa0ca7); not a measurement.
Periodic cell of 222 atoms, Si131O89B2, from a study of silicon, its oxide and their interface. The atomic structure is a simulated model.
Doubt: the cutoff is far below the 930 eV that the study's wrapper takes by default for these files, so forces and energies are approximate.
This geometry differs little from another in the collection (a relaxation step or a small displacement).

Settings
functional: PBE
potential files: Ansatz PAW
basis: plane waves
wave-function cutoff: 580 eV
density cutoff ratio: 5
exchange-correlation grid ratio: 1
k mesh: 1 x 1 x 1, Gamma-centred
self-consistency stop: 5e-08 eV per atom in the density residual
occupations: fixed
spin: none
net charge: 0

Cell vectors (angstrom)
a, 10.938, 0, 0
b, 0, 10.938, 0
c, 0, 0, 32.1988

Atoms and the computed forces on them: element, x, y, z (angstrom), force x, y, z (eV/angstrom)
Si, 10.5696, 0.2186, 24.9016, 0.001, -0.0391, 0.0277
Si, 5.6982, 10.6504, 24.731, -0.0177, 0.0165, 0.0217
Si, 2.5377, 2.9565, 24.6586, 0.0259, 0.0005, 0.0104
Si, 8.408, 2.4942, 24.8781, -0.0319, 0.0258, 0.0294
Si, 0.3158, 5.2241, 24.7596, -0.0061, 0.0214, 0.0112
B, 5.6269, 5.2854, 24.974, 0.0397, -0.0569, -0.0758
B, 2.5012, 8.482, 24.8135, -0.0524, 0.073, -0.1259
Si, 7.9077, 8.3793, 24.7289, 0.0143, -0.0293, 0.0179
Si, 1.3659, 1.3815, 26.0267, 0.0117, 0.0108, 0.0162
Si, 6.8083, 1.2983, 26.1305, -0.0056, -0.0132, 0.0116
Si, 4.1669, 4.1703, 25.9532, 0.0082, 0.0366, -0.0099
Si, 9.6234, 4.1121, 26.0985, 0.0151, 0.0057, 0.0138
Si, 1.482, 6.9656, 25.8981, 0.0126, -0.0057, 0.0012
Si, 6.7048, 6.7489, 25.9885, -0.0188, -0.0008, -0.0051
Si, 4.0039, 9.4578, 25.9097, -0.0034, -0.0105, 0.0097
Si, 9.4476, 9.5309, 26.1576, -0.0078, -0.0102, 0.0137
Si, 2.7465, -0.0218, 27.3441, -0.012, -0.0029, 0.0012
Si, 8.1553, -0.0218, 27.5481, 0.0177, 0.017, -0.0131
Si, 0.0166, 2.7185, 27.467, -0.0241, -0.0222, -0.0026
Si, 5.432, 2.7393, 27.3951, 0.015, 0.0062, -0.0042
Si, 2.7684, 5.5286, 27.3466, 0.033, 0.0247, 0.0096
Si, 8.1908, 5.4912, 27.3845, -0.009, -0.0143, -0.0031
Si, 0.011, 8.1731, 27.373, -0.0031, 0.0213, -0.0032
Si, 5.3973, 8.1669, 27.3822, -0.0303, -0.0321, 0.0106
Si, 4.08, 1.3571, 28.7569, -0.0062, -0.0029, -0.0118
Si, 9.5776, 1.3592, 28.8357, 0.0047, -0.0001, -0.0175
Si, 1.3924, 4.1393, 28.7473, 0.0059, 0.0093, -0.0159
Si, 6.8388, 4.0948, 28.7549, -0.0119, 0.0131, -0.0131
Si, 4.0918, 6.8257, 28.8042, 0.0006, -0.0018, -0.0306
Si, 9.5734, 6.8306, 28.7639, 0.0027, -0.0024, -0.0093
Si, 1.3679, 9.5676, 28.7393, 0.0167, -0.0124, -0.013
Si, 6.7635, 9.5274, 28.8054, -0.0125, -0.0059, -0.0155
Si, 0.0181, -0.0186, 30.1533, -0.0159, 0.0106, -0.0054
Si, 5.4469, 0.0068, 30.1522, 0.0101, -0.0129, 0.0038
Si, 2.7295, 2.7442, 30.1301, -0.0057, 0.009, 0.0065
Si, 8.1971, 2.7418, 30.1542, 0.0101, -0.0121, -0.0078
Si, 0.0044, 5.4674, 30.1371, 0.0049, -0.0119, 0.0056
Si, 5.4781, 5.4582, 30.1454, -0.0072, 0.009, -0.0103
Si, 2.7228, 8.21, 30.1431, 0.0049, -0.0044, -0.0144
Si, 8.201, 8.1967, 30.1413, -0.0091, 0.0066, 0.0059
Si, 1.3673, 1.3673, 31.515, 0.0506, 0.0604, -0.0595
Si, 6.8362, 1.3673, 31.515, -0.0296, 0.018, -0.0542
Si, 4.1018, 4.1018, 31.515, 0.0363, -0.0854, -0.0508
Si, 9.5708, 4.1018, 31.515, 0.0306, 0.056, -0.0508
Si, 1.3673, 6.8362, 31.515, -0.0641, 0.0547, -0.0814
Si, 6.8362, 6.8362, 31.515, 0.0698, -0.0733, -0.0014
Si, 4.1018, 9.5708, 31.515, -0.1616, 0.0149, 0.0094
Si, 9.5708, 9.5708, 31.515, -0.0247, -0.0491, -0.0332
Si, 2.7345, 0, 0.6835, 0.0789, -0.0134, 0.1322
Si, 8.2035, 0, 0.6835, -0.0374, 0.0609, -0.0585
Si, 0, 2.7345, 0.6835, -0.0644, -0.0256, 0.0927
Si, 5.469, 2.7345, 0.6835, 0.0688, -0.0574, 0.037
Si, 2.7345, 5.469, 0.6835, -0.0327, 0.1414, -0.1057
Si, 8.2035, 5.469, 0.6835, 0.085, -0.0603, 0.1174
Si, 0, 8.2035, 0.6835, 0.0583, -0.1291, 0.0049
Si, 5.469, 8.2035, 0.6835, -0.0075, 0.0473, 0.0765
Si, 4.122, 1.3602, 2.0578, -0.0034, 0.0049, 0.0034
Si, 9.5668, 1.3572, 2.0554, -0.002, -0.0019, -0.003
Si, 1.3684, 4.1199, 2.0396, 0.0103, 0.0008, 0.0037
Si, 6.8504, 4.0843, 2.0601, -0.0043, 0.0058, -0.0005
Si, 4.1054, 6.8288, 2.0555, -0.0015, -0.0026, -0.0025
Si, 9.5792, 6.8358, 2.0541, -0.002, 0.004, 0.0041
Si, 1.379, 9.5531, 2.0531, -0.0061, 0.0024, 0.0011
Si, 6.8288, 9.5909, 2.0526, 0.0063, -0.0049, 0.0015
Si, -0.006, -0.0306, 3.3956, -0.0068, -0.0123, -0.0073
Si, 5.4891, 0.0127, 3.4728, 0.0077, 0.0019, 0.0144
Si, 2.774, 2.7809, 3.3723, 0.0066, 0.0161, -0.0164
Si, 8.1935, 2.698, 3.4526, -0.0085, -0.0131, 0.009
Si, 0.0196, 5.4796, 3.4366, 0.006, 0.0014, 0.0026
Si, 5.4846, 5.4654, 3.4108, -0.0049, -0.0061, -0.0004
Si, 2.767, 8.209, 3.4479, 0.0083, 0.0022, 0.0102
Si, 8.207, 8.2245, 3.3867, -0.0023, 0.0094, -0.0091
Si, 1.3922, 1.3905, 4.6409, -0.0006, -0.0006, 0.0034
Si, 6.8458, 1.3501, 4.9134, -0.0003, 0.0019, -0.0126
Si, 4.1569, 4.087, 4.8079, -0.0005, -0.0001, -0.0035
Si, 9.5758, 4.0848, 4.7666, 0.0003, 0.0029, -0.0009
Si, 1.4136, 6.8339, 4.8231, -0.0025, -0.0034, -0.0051
Si, 6.8258, 6.887, 4.7374, 0.001, 0.0019, 0.0035
Si, 4.1356, 9.5777, 4.8513, -0.0016, -0.0038, -0.0085
Si, 9.5562, 9.5517, 4.7965, 0.0015, 0.0019, -0.0003
Si, 2.7459, 0.11, 6.0678, 0.0043, -0.0091, 0.0029
Si, 8.2066, -0.0606, 6.2745, 0.0002, 0.0032, 0.0003
Si, 0.0279, 2.6754, 6.0491, -0.0038, 0.0049, 0.0046
Si, 5.4768, 2.7292, 6.2985, 0.0027, -0.0025, -0.0016
Si, 2.8165, 5.4796, 6.1847, 0.0002, 0.0002, 0.0011
Si, 8.1737, 5.4795, 6.0495, -0.0004, -0.0007, -0.0001
Si, 0.0128, 8.1887, 6.1614, -0.0001, 0.001, -0.0001
Si, 5.529, 8.2231, 6.2416, -0.0031, 0.0016, 0.0001
Si, 3.838, 1.5732, 7.6068, -0.0005, 0.0009, 0.0163
Si, 9.838, 1.1449, 7.4597, -0.0012, -0.0007, 0.0078
Si, 1.6313, 3.8011, 7.3176, -0.0012, -0.0002, 0.011
Si, 6.65, 4.4198, 7.4914, 0.0004, -0.0014, 0.0104
Si, 4.4036, 6.6367, 7.5563, -0.0008, 0.0034, 0.0069
Si, 9.368, 6.9469, 7.4123, -0.0016, -0.0021, 0.0066
Si, 1.1396, 9.9207, 7.3045, 0.0019, 0.0003, 0.0121
Si, 7.1624, 9.2276, 7.6816, -0.0021, -0.0021, 0.0116
O, 8.3124, 8.0849, 7.9257, 0.0064, 0.004, -0.003
O, 2.7168, 2.7351, 7.9594, 0.0024, 0.0044, -0.0098
O, 9.5291, 1.3915, 24.4236, 0, 0.0132, -0.0999
O, 0.0282, 0.0308, 7.9654, -0.0029, -0.0021, -0.0072
O, 5.5253, 5.5145, 8.0454, -0.0039, -0.0031, -0.0055
O, 6.8238, 9.5351, 24.2192, -0.0078, -0.0086, -0.028
O, 1.4168, 4.102, 24.2079, 0.0057, 0.0006, 0.0008
O, 3.856, 7.3925, 8.9446, 0.0029, -0.0025, -0.0074
O, 0.824, 4.3759, 8.6167, 0.0014, -0.0027, -0.0093
O, 9.8149, 6.1674, 8.8056, -0.0028, 0.0016, -0.0077
O, 2.1032, 9.3887, 8.5214, -0.0005, 0.0017, -0.0088
O, 7.5038, 3.9292, 8.8188, -0.0013, 0.0017, -0.0067
O, 4.2702, 0.9268, 9.0776, -0.003, -0.0003, -0.0121
O, 6.7409, 9.5538, 9.242, -0.0006, 0.0015, -0.0136
O, 9.2101, 1.8628, 8.8078, 0.0034, -0.0032, -0.0101
O, 7.7855, 3.0231, 23.4468, -0.0043, 0.0045, 0.0279
O, 10.4761, 5.797, 23.4299, -0.0007, -0.0241, 0.0115
O, 5.1378, 0.4665, 23.3787, 0.0088, 0.0016, 0.0051
O, 6.0467, 4.978, 23.7208, -0.0234, 0.0084, 0.045
O, 3.1094, 2.2167, 23.281, -0.0192, -0.0029, 0.0079
O, 2.1374, 8.987, 23.5932, 0.0234, -0.0717, 0.0823
O, 8.6308, 7.7535, 23.3742, -0.0026, 0.0193, 0.0145
O, -0.0341, 10.4327, 23.4707, 0.0126, -0.0105, 0.0347
Si, 4.406, 1.6078, 22.4813, 0.0174, 0.014, -0.0214
Si, 3.4837, 7.9158, 14.0579, 0, -0.0003, 0.0038
Si, 7.1052, 0.9566, 14.6801, -0.0002, 0.0016, 0.0039
Si, 0.8551, 9.4258, 22.5958, 0.0193, -0.0357, 0.0114
Si, 1.1752, 4.3073, 11.8987, 0.0005, -0.0023, 0.0034
Si, 6.2596, 8.9631, 15.3368, -0.0012, 0.0011, 0.0029
Si, 0.6735, 1.3647, 12.3302, 0.0005, 0.0013, 0.0022
Si, 8.602, 4.9837, 20.5512, -0.0124, -0.0003, 0.0027
Si, 0.3251, 5.7088, 9.3757, 0.0022, 0.001, 0.01
Si, 5.0877, 3.1339, 17.9467, -0.0008, -0.0018, 0.002
Si, 0.8621, 3.7379, 16.7901, 0.0007, 0.0008, 0.0033
Si, 10.3603, 2.8313, 19.2736, -0.0004, 0.0003, -0.0031
Si, 5.2799, 1.1839, 10.3568, 0.0008, 0.0035, 0.0083
Si, 0.8845, 0.1769, 19.9036, -0.0028, -0.0036, -0.0043
Si, 6.6461, 9.462, 10.8793, 0.0009, -0.0023, 0.0075
Si, 9.3386, 9.6836, 18.3642, -0.0012, -0.0008, 0.0011
Si, 9.3883, 9.2501, 12.5969, 0.0019, 0.0001, 0.004
Si, 6.6203, 3.8303, 22.6732, -0.0281, 0.0483, 0.0076
Si, 2.4373, 8.0741, 9.3978, -0.0017, 0.0016, 0.0103
Si, 10.5762, 7.3666, 17.1108, -0.0009, 0.0008, 0.003
Si, 2.4985, 6.2868, 16.6093, -0.0006, -0.0004, 0.0041
Si, 10.1756, 4.4922, 14.2117, -0.0006, 0.0008, 0.0041
Si, 6.1354, 9.1963, 18.5339, 0.0012, -0.0008, 0.0024
Si, 7.9699, 2.5748, 9.5902, -0.0027, 0.0013, 0.0121
Si, 8.8757, 2.1483, 12.4701, -0.0006, -0.0006, 0.0044
Si, 5.3297, 6.2518, 18.0838, -0.0003, 0.0006, 0.0023
Si, 3.9201, 0.577, 19.479, -0.0046, -0.0038, -0.0011
Si, 4.2724, 3.8413, 12.0561, -0.0022, 0.0014, 0.0045
Si, 5.5454, 6.602, 12.1551, -0.0016, -0.0016, 0.0028
Si, 7.9975, 2.4923, 17.2467, -0.0012, 0.0012, 0.0018
Si, 4.3521, 2.487, 14.9763, 0.0001, -0.0022, 0.0029
Si, 1.5282, 1.2146, 15.2907, -0.0004, -0.0005, 0.0048
Si, 1.5705, 9.4099, 12.0705, -0.0021, 0.002, 0.0028
Si, 8.0502, 6.8509, 13.8881, 0.001, 0.0012, 0.0021
Si, 10.3761, 9.8384, 15.5187, -0.0006, -0.0018, 0.0046
Si, 9.8294, 7.0032, 22.5598, 0.0079, 0.014, -0.031
Si, 8.0926, 5.4773, 17.4451, 0.0006, 0.0017, -0.0008
O, 6.0451, 7.9617, 11.311, 0.0011, 0.0046, -0.0014
O, 6.0282, 9.2164, 16.9166, 0.0002, -0.0004, -0.0031
O, 7.6742, 1.3707, 13.216, 0.0018, 0.0022, -0.0027
O, 0.8778, 1.7474, 13.9022, -0.0018, 0.0009, -0.004
O, 9.4207, 6.2439, 16.9348, -0.0023, -0.0009, 0.0029
O, 6.7662, 6.1987, 13.1499, -0.0034, 0.0005, -0.001
O, 5.1176, 4.6662, 18.626, -0.0009, -0.0008, 0.0001
O, 9.2044, 2.127, 18.3083, 0.0001, 0.0009, 0.0017
O, 2.3569, 0.1143, 19.1221, 0.0016, 0.001, 0.0019
O, 9.4219, 10.2466, 16.8078, -0.0001, 0.0008, -0.0017
O, 2.783, 4.4398, 11.7212, 0.0002, 0.0012, 0.0005
O, 5.0564, 10.3339, 19.1179, -0.0006, 0.0014, 0.0008
O, 9.4182, 3.2479, 13.5135, -0.0013, -0.0012, -0.0005
O, 0.4235, 1.7604, 20.0165, 0.0006, 0.0019, 0.0005
O, 3.1406, 1.3768, 15.0946, 0.0001, 0.0012, -0.0006
O, 8.1035, 5.3671, 19.0629, 0.001, 0.0011, 0.0036
O, 3.8812, 6.6073, 17.4167, -0.0016, 0, -0.0001
O, 4.5813, 3.3038, 16.3868, -0.0007, -0.0006, -0.0014
O, 9.0643, 5.6716, 14.3463, -0.0013, 0.0003, 0.001
O, 5.431, 2.8481, 22.1724, 0.0087, 0.0091, 0.0122
O, 10.6724, 4.1484, 15.7102, -0.0025, 0.0006, -0.0027
O, 0.2997, 3.852, 18.3228, -0.0013, -0.0004, 0.0004
O, 10.4284, 10.4959, 19.2825, 0.0018, 0.0005, 0.0016
O, 9.6377, 10.0276, 14.0601, -0.0017, 0, -0.0031
O, 10.9864, 8.0858, 22.1553, 0.0276, 0.0326, 0.021
O, 1.1728, 2.1552, 16.5687, 0.0004, -0.0004, -0.0016
O, 9.651, 3.7285, 20.4488, -0.0017, 0.0029, 0.0022
O, 8.1346, 4.024, 16.7214, -0.0006, -0.0001, 0.0009
O, -0.0432, 9.1063, 11.9346, 0.0005, -0.0004, 0.0005
O, 6.5665, 2.4191, 18.031, -0.0003, 0, -0.0004
O, 5.5806, 10.7188, 11.2061, -0.0004, 0.0015, -0.0018
O, 7.7449, 9.6031, 18.8744, 0, 0.0008, 0.0011
O, 10.0247, 1.0237, 12.0885, -0.0009, -0.0007, 0.0002
O, 1.3095, 6.9592, 9.0983, -0.001, 0.0004, 0
O, 0.6217, 4.7668, 13.3708, 0.0016, 0.0002, -0.0016
O, 5.7001, 7.6322, 18.9977, -0.0006, 0.001, -0.001
O, 5.2341, 5.0887, 11.5331, -0.0001, -0.0008, 0.0001
O, 2.7055, 6.9627, 15.1394, 0.0006, 0.0024, -0.0027
O, 0.9144, 2.7379, 11.4979, -0.0004, 0.0014, -0.0005
O, 0.8618, 10.6792, 15.5766, 0.0002, 0.0019, -0.0004
O, 2.4069, 8.5925, 10.9345, 0.0015, -0.0018, -0.0061
O, 4.6942, 2.4342, 11.2792, 0.0016, -0.0038, -0.0026
O, 4.2448, 3.5092, 13.6865, -0.001, 0.0025, -0.0039
O, 2.1846, 4.6757, 16.5518, -0.0003, 0.0006, -0.0006
O, 10.6806, 8.2466, 15.7302, -0.0003, 0.002, -0.0019
O, 6.9163, 10.2881, 14.6775, -0.0002, 0.0005, 0.001
O, 2.3365, 8.938, 13.4525, -0.002, 0.0014, -0.0012
O, 8.0124, 1.5167, 15.9323, -0.0018, -0.001, -0.002
O, 4.1328, 6.9908, 12.8835, 0.0024, -0.0013, -0.001
O, 4.1519, 2.0192, 18.7097, 0.0016, 0.001, 0.0003
O, 7.2652, 4.5777, 21.3939, -0.0034, -0.0188, 0.0255
O, 8.4126, 2.9249, 11.1178, -0.0022, 0.0007, -0.0063
O, 1.1693, 6.8706, 17.3861, 0.0009, 0, -0.001
O, 5.6375, 1.5681, 14.7722, -0.0017, -0.0001, 0.0013
O, 8.1282, 9.7573, 11.6144, -0.0042, 0.0001, -0.0027
O, 9.2677, 6.3193, 21.1984, 0.0008, -0.0001, 0.0035
O, 8.9611, 7.7176, 12.8823, -0.0001, 0.0017, -0.0001
O, 1.6526, 0.1181, 11.9216, 0.0002, -0.0006, 0.0018
O, 6.6339, 6.1458, 17.0789, 0.001, 0.0002, 0.0002
O, 7.3889, 7.7995, 15.0594, 0.0008, -0.0013, -0.0009
O, 1.2617, 10.2792, 21.2736, -0.0122, -0.0031, 0.0161
O, 10.0195, 8.2008, 18.388, -0.0009, 0.0006, 0.0002
O, 3.9803, 0.9016, 21.0826, 0.0019, 0.0027, 0.0002
O, 0.3234, 5.3203, 10.9439, -0.0011, 0.0028, -0.0063
O, 6.7003, 1.5716, 9.6553, 0.0008, 0.0005, -0.0019
O, 4.7646, 8.6958, 14.7212, -0.001, -0.0002, 0.0003

Results
free energy: -134205.572 eV
free energy less fixed offsets of B -154.04, O -568.88, Si -635.61 eV per atom: -2.262 eV

The program warned: the cutoff lies below the one the program advises for these potential files; the forces do not sum to zero within the program's tolerance; the exchange-correlation potential is rough where the density is thin.
